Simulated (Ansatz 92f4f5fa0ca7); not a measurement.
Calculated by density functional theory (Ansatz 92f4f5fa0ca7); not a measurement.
Periodic cell of 220 atoms, Si132O88, from a study of silicon, its oxide and their interface. The atomic structure is a simulated model.
This geometry differs little from another in the collection (a relaxation step or a small displacement).

Settings
functional: r2SCAN
potential files: Ansatz PAW
basis: plane waves
wave-function cutoff: 800 eV
density cutoff ratio: 5
exchange-correlation grid ratio: 1
k mesh: 1 x 1 x 1, shifted by 0.5 0.5 0 of a step
self-consistency stop: 1e-10 eV per atom in the density residual
occupations: fixed
spin: none
net charge: 0

Cell vectors (angstrom)
a	10.888	0	0
b	0	10.888	0
c	0	0	32.0007

Atoms: element, x, y, z (angstrom)
Si	-0.0685	0.2645	-0.2135
Si	2.435	3.0984	0.166
Si	0.1666	5.2336	0.1233
Si	3.1025	8.0067	0.0914
Si	5.6618	-0.1771	0.4175
Si	8.4399	2.3597	-0.0193
Si	5.1363	5.6476	0.0822
Si	7.867	8.5849	0.0388
Si	1.3553	1.3794	1.3264
Si	4.0361	4.1631	1.4964
Si	1.3919	6.8652	1.3055
Si	4.1401	9.4503	1.6018
Si	6.9507	1.364	1.5282
Si	9.5138	3.9973	1.3515
Si	6.8172	6.8256	1.2635
Si	9.5985	9.6238	1.2389
Si	-0.0044	2.6882	2.7581
Si	2.7013	0.0171	2.7302
Si	0.0052	8.2175	2.637
Si	2.6793	5.519	2.8114
Si	5.4736	2.758	2.7397
Si	8.2974	-0.0177	2.8133
Si	5.5335	8.0827	2.8412
Si	8.1553	5.4351	2.639
Si	1.3414	4.0869	4.1006
Si	4.0942	1.3725	4.0696
Si	1.3332	9.5524	4.0759
Si	4.0959	6.8014	4.1683
Si	6.814	4.1264	4.0865
Si	9.573	1.3668	4.1698
Si	6.8824	9.5008	4.1238
Si	9.5327	6.8128	3.9965
Si	0.0203	0.0034	5.5023
Si	2.7305	2.7308	5.4453
Si	-0.0265	5.46	5.4154
Si	2.7151	8.2036	5.4418
Si	5.4594	-0.0085	5.4177
Si	8.1679	2.7417	5.4484
Si	5.4533	5.4317	5.4922
Si	8.2086	8.1309	5.4613
Si	1.3773	1.3788	6.8326
Si	4.0904	4.0681	6.8228
Si	1.3553	6.8114	6.7683
Si	4.08	9.5504	6.8004
Si	6.8017	1.3586	6.7816
Si	9.5222	4.1037	6.8038
Si	6.8113	6.806	6.8302
Si	9.5339	9.5187	6.8218
Si	0.0033	2.7546	8.1771
Si	2.7269	0.0103	8.1761
Si	0.0155	8.1623	8.1435
Si	2.7214	5.4616	8.1372
Si	5.4433	2.6881	8.1564
Si	8.1362	-0.0125	8.1564
Si	5.4189	8.1731	8.1654
Si	8.1563	5.4276	8.1747
Si	1.3998	4.1174	9.5295
Si	4.0855	1.3542	9.5314
Si	1.3637	9.5141	9.5114
Si	4.0464	6.8192	9.5339
Si	6.7768	4.0586	9.5128
Si	9.4933	1.3708	9.4918
Si	6.7565	9.5297	9.5383
Si	9.537	6.8088	9.4773
Si	-0.0269	-0.0072	10.8101
Si	2.7775	2.7487	10.8888
Si	0.0444	5.5201	10.8464
Si	2.6962	8.181	10.9332
Si	5.371	-0.0215	10.9294
Si	8.1205	2.7016	10.8808
Si	5.3923	5.4098	10.8536
Si	8.1389	8.1209	10.8192
Si	1.3783	1.3451	12.1184
Si	4.1067	4.1014	12.3372
Si	1.3214	6.873	12.3302
Si	4.0243	9.5082	12.3538
Si	6.7011	1.3624	12.2623
Si	9.5655	4.1223	12.0838
Si	6.7947	6.7221	12.163
Si	9.4639	9.5172	12.1316
Si	0.0114	2.7412	13.3779
Si	2.5871	0.038	13.6606
Si	-0.1165	8.2802	13.6338
Si	2.6623	5.455	13.6739
Si	5.4789	2.7307	13.7804
Si	8.0652	-0.0734	13.4932
Si	5.4714	8.0535	13.5636
Si	8.2076	5.3659	13.4926
Si	1.4256	3.8439	14.8812
Si	3.6939	1.6534	14.9507
Si	0.7675	10.0635	14.9582
Si	4.141	6.7372	14.9727
Si	7.3919	3.695	14.9601
Si	9.4858	1.3782	14.5851
Si	6.996	9.2265	14.885
Si	9.1913	7.0113	14.8334
Si	25.2083	-12.4839	19.0327
Si	-11.4932	4.6427	22.2382
Si	10.6699	31.2043	24.4182
Si	15.6111	12.6844	25.2991
Si	8.3912	-2.7322	28.978
Si	4.8559	1.8333	17.6425
Si	-10.7575	16.5936	16.9048
Si	19.3885	32.0427	22.4569
Si	-9.4736	16.7256	27.1746
Si	-6.9791	3.8877	23.3764
Si	6.283	14.4517	29.9261
Si	13.0729	-0.8406	29.7551
Si	7.5921	16.8846	25.3088
Si	13.938	19.3459	27.2041
Si	10.2139	5.7366	29.192
Si	5.7026	4.8286	17.0903
Si	-4.0921	16.7991	19.7694
Si	3.8404	9.8987	21.7475
Si	-4.6223	21.0912	17.8096
Si	9.6509	17.0247	19.5699
Si	17.0158	27.5785	22.7628
Si	11.702	-9.5665	24.3108
Si	25.4309	20.676	24.5975
Si	-13.5986	-6.783	27.7489
Si	-4.8176	30.6938	23.2805
Si	4.0994	1.506	30.1773
Si	-2.0405	13.1309	23.2771
Si	2.1338	29.8755	16.7169
Si	-2.8525	8.6278	19.7354
Si	6.189	40.7208	27.0498
Si	13.837	-20.7171	19.8218
Si	12.716	2.684	21.7997
Si	-0.4175	-4.3006	24.7029
Si	-13.2172	20.7121	26.6232
Si	18.5524	1.7664	25.9763
Si	2.4255	14.2062	25.855
O	0.7787	-0.2644	-1.5682
O	-4.4328	-5.5684	-10.7559
O	10.2496	-5.1166	-1.1979
O	-8.1647	8.9615	-1.1725
O	-2.4112	8.2512	-1.4286
O	-4.2105	9.6576	-0.3176
O	12.6036	1.6012	-9
O	-12.3753	17.864	-3.4314
O	26.8456	8.9833	-7.4544
O	23.0966	2.175	-6.4179
O	13.66	30.9386	-6.2245
O	-14.9313	29.3073	-12.0824
O	5.5882	4.7078	-1.1721
O	7.5404	13.7916	-1.2753
O	-1.5011	7.7501	19.441
O	8.082	-2.7928	15.3649
O	1.3028	-4.1408	16.5687
O	5.066	14.2428	17.1868
O	-4.5475	20.7329	16.2378
O	6.3672	6.8211	25.9977
O	10.7512	-5.2644	18.4995
O	20.6532	20.1124	25.7454
O	16.9773	12.3238	26.0486
O	-4.7089	0.9389	17.9703
O	3.266	14.2975	21.9725
O	11.7176	21.5258	24.6864
O	13.5778	8.1399	18.2192
O	31.7193	-1.0107	23.0432
O	-2.6412	5.3844	19.285
O	-2.0309	9.5139	28.201
O	-7.8295	13.4574	30.7699
O	9.6855	-4.6294	16.1955
O	4.138	11.941	16.4103
O	17.9786	-5.6305	23.9512
O	-9.6165	9.4213	16.3815
O	3.9501	0.4573	24.8583
O	1.7256	1.9564	20.354
O	2.1627	9.2247	28.3409
O	-7.099	24.377	26.3466
O	24.3699	17.808	27.0836
O	28.6298	26.1238	28.6376
O	18.0047	-6.3386	16.344
O	27.1849	9.7457	22.0657
O	6.9049	29.5132	28.4785
O	37.3086	27.0671	23.1165
O	8.4738	13.374	15.3462
O	-11.1804	5.3947	23.6263
O	-8.3214	-8.1109	15.3529
O	9.5066	15.2814	28.6228
O	15.737	0.6796	31.3206
O	-10.636	38.7775	26.09
O	-2.6163	20.4403	21.0344
O	-3.2981	31.3945	18.5354
O	-0.834	5.7563	21.0892
O	-10.2713	-17.4648	16.2402
O	13.4295	10.6565	18.9353
O	22.4495	14.6655	21.8312
O	9.0353	25.3769	22.4088
O	8.3482	11.8834	22.3543
O	14.3355	19.7295	20.5886
O	7.063	-1.6353	26.388
O	14.8389	12.8479	18.9623
O	8.1661	24.3592	27.2612
O	1.3139	4.17	31.6466
O	-1.2789	12.2243	31.3837
O	-6.0689	5.8093	16.1486
O	10.5524	0.3477	15.376
O	-5.0969	27.2385	18.5809
O	-7.521	7.9997	15.683
O	7.8699	2.4816	24.5404
O	15.7962	2.7515	23.9877
O	-8.9147	15.2341	26.9782
O	-6.2239	8.4508	27.417
O	7.4642	9.6645	23.5545
O	-22.4266	34.4996	23.9551
O	13.8913	9.6324	23.1104
O	4.1053	6.8177	31.5432
O	-13.2253	22.2236	26.1173
O	2.7229	-6.7701	24.4655
O	-7.2072	0.5009	21.1589
O	-10.5406	-13.8504	24.1771
O	3.2072	22.1656	29.4026
O	-4.6199	7.3999	22.8255
O	5.2432	35.0629	29.4364
O	15.816	20.4475	18.4716
O	-2.7569	4.9637	26.4016
O	8.881	17.7779	24.9011
O	0.8378	16.756	28.6755

Results
free energy: -134624.166 eV
free energy less fixed offsets of O -570.45, Si -639.56 eV per atom: -2.646 eV

Forces (eV/angstrom), in the order of the atoms: element, x, y, z
Si	-0.0001	-0.0005	-0.0021
Si	0.0001	0.0004	-0.0012
Si	-0.0002	0.0006	-0.0009
Si	-0.0001	0.0005	-0.0008
Si	-0.0005	0.0012	-0.0034
Si	0.0001	0.0001	-0.0022
Si	-0.0006	0.0001	-0.0015
Si	0.0008	0.0004	-0.0016
Si	-0.0005	-0.0001	-0.0002
Si	0.0002	-0.0002	-0.001
Si	0.0003	0.0009	-0.0014
Si	-0.0007	0.0002	0.0007
Si	0.0005	0.0005	0.0013
Si	-0.0006	0.0001	0.0001
Si	0	-0.0002	0.0005
Si	0.0005	0.0001	-0.0009
Si	-0.0002	-0.0003	0.0005
Si	-0.0006	0.0003	-0.0008
Si	0.0002	0.0009	-0.0009
Si	0	0.0003	-0.0009
Si	0.0004	0.0005	-0.0003
Si	0.0004	0.0008	-0.001
Si	-0.0002	0.0004	0.0006
Si	-0.0006	0.0004	-0.0008
Si	-0.0001	0.0005	0.0003
Si	0	0.0004	-0.0007
Si	-0.0001	0.0002	0.0001
Si	-0.0001	0.0007	0.0005
Si	-0.0003	0.0004	0.0004
Si	0.0004	0.0007	0.0002
Si	0.0001	-0.0001	-0.0002
Si	-0.0003	0.0006	0
Si	0.0002	0.0009	0
Si	0.0003	0.0005	-0.0002
Si	-0.0001	0.0005	-0.0001
Si	-0.0005	0.0005	0.0001
Si	-0.0002	0.0008	0.0003
Si	-0.0001	0.0008	-0.0003
Si	0.0001	0.0004	0.0001
Si	0.0002	0.0003	-0.0007
Si	-0.0004	0.0006	-0.0004
Si	-0.0001	0.0009	-0.0002
Si	-0.0001	0.0005	-0.0004
Si	-0.0001	0.0002	-0.0001
Si	0.0002	0.0005	-0.0002
Si	0.0001	0.0003	-0.0005
Si	-0.0003	0.0009	-0.0003
Si	-0.0004	0.0008	-0.0005
Si	0.0001	0.0004	-0.0007
Si	0.0002	0.0008	-0.0002
Si	0.0003	0.0006	-0.0001
Si	0.0001	0.0008	0.0001
Si	-0.0002	0.0003	0.0002
Si	0.0002	0.0009	-0.0002
Si	0.0002	0.0009	-0.0001
Si	-0.0002	0.0006	-0.0004
Si	-0.0001	0.0001	0.0001
Si	0	0.0005	-0.0001
Si	-0.0004	0.0004	-0.001
Si	-0.0002	0.0008	-0.0001
Si	0	0.0003	-0.0006
Si	-0.0001	0.0009	-0.0008
Si	0.0001	0.0011	0.0004
Si	0.0001	0.0008	-0.0001
Si	-0.0001	0.001	-0.0002
Si	0.0006	0.0006	-0.0001
Si	-0.0002	0.001	-0.0009
Si	0	0.0013	-0.001
Si	-0.0001	0.0008	-0.0005
Si	0.0001	0.0006	0.0005
Si	0.0003	-0.0005	-0.0004
Si	0.0001	-0.0001	-0.0009
Si	0.0004	0.0003	0.0007
Si	0.0003	0.0005	-0.0007
Si	0.0003	0.0004	-0.0007
Si	-0.0001	0.0005	-0.0003
Si	0.0003	0.0014	-0.0006
Si	-0.0007	0.0004	-0.001
Si	-0.0001	0.0007	-0.0005
Si	0.0002	0.0007	0.0005
Si	-0.0001	0.0005	0.0007
Si	-0.001	0.0001	-0.0006
Si	0.0001	0.0011	0.0011
Si	0.0002	0.0007	-0.0013
Si	0.0007	0.001	-0.0005
Si	0.0002	0.0009	-0.0002
Si	0	0.0004	-0.0001
Si	0.0002	0.0009	-0.0019
Si	-0.0002	-0.0003	0.0017
Si	-0.0001	0.0006	0.0006
Si	0	0.001	0.0019
Si	0.0007	0.0006	0.0009
Si	0.0005	-0.0001	0.0024
Si	0.0002	0.0008	-0.0001
Si	0	0.0005	0.0016
Si	0.0002	0.0011	-0.0012
Si	0.0005	-0.0001	-0.0001
Si	0.0005	-0.0004	-0.001
Si	0.0003	-0.0008	-0.0007
Si	0.001	-0.0002	-0.0002
Si	0.0002	-0.0006	0.0019
Si	0.0001	0.0009	0.0011
Si	-0.0002	0.0004	0.0016
Si	0.0002	0.0013	-0.0001
Si	0.0008	0.0005	-0.0013
Si	0.0008	0	0.0001
Si	0.0003	0.0009	-0.0023
Si	0.0001	-0.0002	-0.0025
Si	0.0004	-0.0009	-0.0005
Si	-0.0004	-0.0005	-0.0001
Si	0.0003	0.0008	-0.002
Si	-0.0002	0.0004	0.0005
Si	0.0005	0.0005	0.0005
Si	0.0007	0	-0.0008
Si	0.0001	0.0005	0.0006
Si	0.0005	0	-0.0004
Si	-0.0004	-0.0013	-0.0007
Si	0.0006	0.0002	-0.0002
Si	0.0003	-0.0002	0.0001
Si	-0.0001	0.0002	-0.0006
Si	0.0004	-0.0007	-0.001
Si	0.0001	-0.0008	-0.001
Si	-0.0003	-0.0001	-0.0001
Si	0.0013	0.0003	-0.0006
Si	0.0001	-0.0004	0.0002
Si	-0.0001	-0.0004	-0.0001
Si	-0.0011	-0.0002	-0.0003
Si	0.0013	-0.0001	-0.0011
Si	0.0007	0.0002	0.0002
Si	0.0001	0	-0.0008
Si	-0.0001	0.0001	-0.0004
Si	0	0.0003	-0.0003
O	-0.0003	0.0008	0.0003
O	0.0002	0.0003	0.0001
O	0.0004	0.0004	0.0001
O	0.0004	0	0.0004
O	-0.0019	0.0007	0.002
O	-0.0002	0.0004	-0.0005
O	0.0001	0.0003	0
O	0.0004	0.001	0.0014
O	-0.0003	0.0003	-0.0001
O	0.0004	-0.0001	0.0004
O	0.0008	-0.0002	-0.0005
O	0.0002	0.0002	0.0002
O	0.0004	0.0011	0.0002
O	0.0006	0	0.0011
O	0	-0.0003	0.0002
O	0.0001	0.0001	-0.0005
O	-0.0004	0.0006	-0.0006
O	0.0001	0.0001	-0.0017
O	-0.0001	-0.0003	-0.0008
O	-0.0001	-0.0002	0.0001
O	0.0002	-0.0003	0.0002
O	-0.0003	0.0001	0.0006
O	0	0.0008	0.0002
O	-0.0001	0	-0.0005
O	0.0004	-0.0005	0
O	-0.0001	0.0002	0.0004
O	-0.0001	0.0003	0.0004
O	-0.0005	0.0001	0.0009
O	-0.0001	0	0.0003
O	-0.0013	0.0003	-0.0008
O	0	0	0.0002
O	-0.0003	0.0003	-0.0008
O	-0.0001	0.0001	-0.0015
O	-0.0001	0.0005	-0.0001
O	-0.001	0.0016	-0.0012
O	0.002	-0.0002	0.0003
O	0.002	-0.0004	0.0004
O	0.0001	0.0003	-0.0001
O	0.0005	-0.0004	0
O	-0.0012	0.0007	-0.0001
O	-0.0005	-0.0005	-0.0001
O	-0.0006	-0.0005	-0.0004
O	-0.0002	-0.001	-0.0006
O	0.001	-0.0013	-0.0003
O	0.0003	-0.0005	-0.0002
O	0.0005	0.0006	-0.0009
O	-0.0001	0.0003	-0.0002
O	0.0008	0.001	-0.0008
O	-0.0003	0.0003	0
O	-0.0008	0.0004	0.002
O	0.0008	-0.0021	0.0001
O	-0.0001	0	0.0001
O	0.0002	0.0001	0
O	0.0007	-0.0013	-0.0007
O	0	0.0003	-0.0014
O	0.0009	-0.0001	-0.0001
O	0.0004	-0.0002	0.0002
O	0.0004	-0.0003	0
O	0.0001	0.0009	0
O	-0.0001	0.0009	-0.0006
O	0.0006	0.0008	-0.0007
O	-0.0002	-0.0001	0.0001
O	0.001	0.0005	0.0009
O	-0.0003	0.0005	-0.0008
O	-0.0002	0.0006	0.0006
O	0.0004	0.0001	-0.0002
O	0.0007	0	-0.0013
O	0.0001	0.0001	-0.0003
O	0.0007	-0.0001	-0.0013
O	-0.0001	0.0002	0
O	-0.0005	-0.0002	0
O	0.0004	0.001	0.0001
O	-0.001	-0.0001	-0.0002
O	-0.0006	0	-0.0003
O	0.0003	-0.0002	-0.0004
O	0.0002	0.0001	0.0001
O	-0.0002	-0.0002	-0.0003
O	-0.0002	-0.0002	-0.0001
O	-0.0001	0.0002	-0.0001
O	0.0011	-0.0006	0.0005
O	-0.0003	-0.0004	0.0006
O	0.0002	0.0003	0.0002
O	-0.0005	-0.0002	0.0004
O	-0.001	0	0.0001
O	-0.0004	-0.0006	0
O	-0.001	-0.0002	0.0002
O	0.0002	0	-0.0003
O	0.0001	-0.0006	0.0003

The program warned: the cutoff lies below the one the program advises for these potential files; the forces do not sum to zero within the program's tolerance; empty levels may hold ghost states of the PAW files; the exchange-correlation potential is rough where the density is thin.
